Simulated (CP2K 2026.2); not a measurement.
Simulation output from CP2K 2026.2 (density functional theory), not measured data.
Periodic cell of 534 atoms, Si358O176, from a study of silicon, its oxide and their interface. The atomic structure is a simulated model.
Doubt: the forces sum to 1.99 eV/angstrom along one axis rather than to zero, so they err by at least 0.0037 eV/angstrom per atom on average; the grid cutoff is modest.

Settings: functional PBE; method Gaussian and plane waves; basis set DZVP-MOLOPT-SR-GTH; pseudopotentials GTH-PBE; grid cutoff 350 Ry, relative cutoff 50 Ry; k points Gamma only; occupations fixed; spin none; net charge 0.

Cell vectors (angstrom)
a 16.4025 0 0
b 0 16.4025 0
c 0 0 35.1335

Atoms and the computed forces on them: element, x, y, z (angstrom), force x, y, z (eV/angstrom)
Si 0.104 16.356 34.924 -0.069 0.074 0.009
Si 2.237 3.562 34.931 -0.201 0.053 0.466
Si 16.297 5.587 0.372 -0.015 -0.034 0.083
Si 2.382 8.214 0.505 -0.103 -0.248 0.011
Si 0.19 10.585 0.037 -0.095 0.11 -0.256
Si 2.459 14.264 34.803 -0.093 -0.096 0.466
Si 5.227 0.467 34.781 0.097 -0.183 0.244
Si 7.998 2.815 35.032 0.254 -0.048 0.403
Si 5.918 5.18 34.696 -0.154 0.266 0.285
Si 9.061 7.369 34.416 0.119 -0.001 0.366
Si 5.519 10.711 34.885 0.191 0.266 -0.044
Si 8.412 13.348 34.97 -0.022 0.1 -0.058
Si 11.196 0.063 0.13 0.215 -0.154 -0.065
Si 13.401 3.19 0.091 -0.076 -0.089 -0.04
Si 11.193 5.21 0.373 0.221 -0.309 -0.444
Si 14.122 7.747 34.931 0.005 -0.03 -0.168
Si 10.832 11.292 35.082 0.125 -0.021 -0.13
Si 13.345 14.113 0.099 0.1 -0.062 -0.212
Si 1.325 1.609 1.063 -0.064 -0.027 -0.335
Si 4.085 4.335 1.119 0.028 -0.033 -0.357
Si 1.19 6.823 1.857 0.021 0.074 -0.308
Si 4.273 9.385 1.29 -0.261 0.092 -0.093
Si 1.412 12.406 1.013 0.086 0.184 -0.177
Si 4.03 15.305 1.097 -0.047 -0.055 -0.191
Si 6.631 1.532 1.26 -0.022 -0.092 -0.184
Si 9.6 3.901 1.385 -0.298 -0.113 -0.186
Si 7.103 6.758 0.888 0.068 -0.227 -0.215
Si 9.692 9.398 0.885 0.148 0.168 -0.307
Si 6.81 12.213 1.134 0.009 -0.088 -0.095
Si 9.462 15.151 1.124 -0.051 -0.147 -0.192
Si 12.397 1.487 1.485 0.091 0.173 -0.413
Si 14.914 4.184 1.587 -0.037 0.081 -0.417
Si 12.496 6.812 1.379 0.269 0.112 -0.185
Si 14.943 9.514 1.263 -0.103 -0.185 -0.096
Si 12.276 12.431 1.378 -0.019 0.131 -0.184
Si 15.092 15.153 1.285 -0.118 0.014 -0.18
Si 16.388 2.75 2.682 0.067 -0.084 0.001
Si 2.691 0.2 2.527 -0.083 0.096 0.03
Si 16.242 8.338 2.873 -0.136 0.071 0.415
Si 2.822 5.506 2.779 0.162 -0.093 0.19
Si 0.03 13.685 2.546 0.145 -0.138 -0.049
Si 2.828 10.987 2.469 -0.066 0.081 0.001
Si 5.315 2.879 2.607 -0.105 0.161 0.102
Si 8.056 0.056 2.52 0.091 -0.021 -0.02
Si 5.684 8.055 2.544 0.101 -0.065 -0.197
Si 8.235 5.448 2.554 0.096 -0.076 -0.011
Si 5.419 13.732 2.413 -0.035 0.067 -0.089
Si 8.24 10.802 2.426 -0.023 -0.13 -0.036
Si 10.923 2.67 2.826 -0.063 -0.033 0.117
Si 13.768 0.074 2.723 0.056 -0.04 0.193
Si 11.01 8.244 2.526 -0.092 -0.044 0.022
Si 13.656 5.546 2.936 0.063 0.033 0.124
Si 10.841 13.789 2.626 -0.123 0.099 0.164
Si 13.63 10.966 2.614 0.064 -0.015 0.046
Si 1.384 4.108 4.054 0.144 -0.15 -0.091
Si 4.039 1.458 4.001 -0.01 -0.038 -0.07
Si 1.411 9.707 3.981 -0.032 -0.047 -0.107
Si 4.227 6.879 4.034 -0.041 -0.109 0.014
Si 1.381 15.106 3.904 -0.004 0.002 -0.101
Si 4.13 12.369 3.88 -0.147 -0.085 0.005
Si 6.796 4.157 3.974 -0.051 0.083 -0.183
Si 9.466 1.296 4.019 0.064 0.049 0.047
Si 6.91 9.522 3.915 0.097 0.042 0.035
Si 9.617 6.849 3.925 -0.074 0.014 -0.168
Si 6.766 15.033 3.882 -0.001 0.065 0.041
Si 9.507 12.275 3.895 0.108 0.093 -0.135
Si 12.25 4.107 4.148 -0.043 0.114 0.031
Si 15.088 1.4 4.119 -0.014 -0.018 -0.055
Si 12.269 9.621 3.992 -0.004 -0.051 -0.041
Si 15.008 6.907 4.255 -0.125 0.121 -0.042
Si 12.291 15.094 4.003 -0.075 -0.005 -0.128
Si 15.053 12.325 3.946 0.107 -0.01 -0.028
Si 16.385 16.389 10.839 0.019 0.012 0.001
Si 2.706 2.717 10.827 0.014 0.042 0.001
Si 16.385 5.469 10.815 -0.004 -0.024 0.007
Si 2.718 8.221 10.808 -0.006 0.01 -0.012
Si 16.395 10.945 10.826 0.005 -0.017 0.004
Si 2.736 13.673 10.841 -0.02 -0.028 0.008
Si 5.457 16.381 10.834 -0.012 0.006 0.001
Si 8.169 2.694 10.84 0.019 0.007 0.002
Si 5.444 5.45 10.819 0.031 0.004 -0.008
Si 8.176 8.207 10.839 -0.013 -0.019 -0.004
Si 5.459 10.952 10.828 0.006 -0.011 -0.005
Si 8.175 13.665 10.821 0.012 0.012 -0.003
Si 10.893 16.376 10.821 0.031 0.02 -0.001
Si 13.63 2.717 10.824 -0.022 0.016 0.016
Si 10.907 5.447 10.848 0.027 0.033 0.014
Si 13.65 8.208 10.821 0.023 0.029 0.002
Si 10.919 10.951 10.828 0.006 -0.031 -0.01
Si 13.647 13.676 10.835 0.013 -0.003 -0.001
Si 1.348 1.347 12.205 -0.072 -0.006 0.006
Si 4.077 4.074 12.182 -0.052 -0.017 0.008
Si 1.347 6.844 12.171 0.042 0.029 0.002
Si 4.083 9.578 12.177 -0.009 0.01 -0.021
Si 1.362 12.307 12.199 0.005 0.016 -0.012
Si 4.098 15.034 12.222 0.028 0.026 -0.007
Si 6.81 1.326 12.224 -0.005 0.001 0.01
Si 9.544 4.051 12.203 -0.023 0.006 -0.008
Si 6.812 6.808 12.179 -0.033 -0.017 -0.003
Si 9.557 9.58 12.187 0.045 -0.007 -0.007
Si 6.818 12.314 12.208 -0.008 -0.041 -0.006
Si 9.538 15.012 12.209 -0.016 0.016 0.003
Si 12.257 1.341 12.183 -0.002 -0.01 -0.015
Si 15.018 4.081 12.172 0.004 0.034 -0.001
Si 12.291 6.823 12.188 0.007 -0.021 0.009
Si 15.017 9.573 12.185 -0.033 -0.055 0.001
Si 12.285 12.307 12.204 -0.017 0.002 0.013
Si 15.01 15.038 12.208 0.01 -0.015 0.008
Si 16.351 2.694 13.554 0.071 0.013 -0.02
Si 2.728 16.401 13.587 0.015 -0.023 0.012
Si 16.368 8.191 13.547 -0.013 0.033 0.012
Si 2.706 5.455 13.519 -0.013 -0.013 -0.019
Si 16.398 13.678 13.562 -0.045 -0.011 -0.019
Si 2.731 10.939 13.562 0.018 -0.077 0.028
Si 5.408 2.684 13.568 0.04 0.068 -0.012
Si 8.169 16.353 13.604 0.031 -0.013 -0.015
Si 5.433 8.176 13.515 -0.002 -0.001 0.008
Si 8.157 5.415 13.543 0.04 0.024 0.006
Si 5.459 13.669 13.602 -0.054 0.022 0.023
Si 8.207 10.954 13.557 -0.034 0.013 -0.017
Si 10.888 2.663 13.581 0.049 -0.007 0.028
Si 13.618 16.395 13.564 -0.052 0.096 0.007
Si 10.916 8.195 13.54 -0.011 0.052 0.001
Si 13.654 5.435 13.546 -0.012 -0.018 0.005
Si 10.912 13.656 13.583 0.066 -0.059 -0.017
Si 13.66 10.94 13.562 0.021 -0.049 0
Si 1.336 4.077 14.862 -0.026 -0.006 -0.011
Si 4.068 1.348 15.005 -0.052 -0.019 0.065
Si 1.334 9.572 14.894 0.014 0.008 -0.025
Si 4.072 6.807 14.89 0.039 0.001 0.025
Si 1.365 15.03 14.943 0 0.04 0.026
Si 4.083 12.304 14.96 0.031 0.014 -0.01
Si 6.77 4.051 14.911 -0.07 -0.068 -0.007
Si 9.525 1.297 14.988 -0.012 0.034 0.06
Si 6.828 9.537 14.834 -0.032 -0.014 -0.031
Si 9.547 6.79 14.864 -0.043 -0.08 -0.007
Si 6.826 14.999 15.019 -0.013 0.018 0.113
Si 9.558 12.302 14.977 0.011 -0.04 0.033
Si 12.309 4.02 14.894 0.012 0.068 0.007
Si 14.971 1.346 14.948 -0.001 -0.1 0.017
Si 12.277 9.569 14.915 0.005 -0.033 0.021
Si 15.011 6.803 14.923 0.019 0.031 0.069
Si 12.26 15.037 14.946 -0.009 -0.036 0.022
Si 15.038 12.312 14.92 0.019 0.056 0.013
Si 16.38 16.397 16.282 -0.027 0.032 0.072
Si 2.679 2.793 16.302 -0.103 0.024 0.091
Si 16.355 5.358 16.256 0.177 -0.028 -0.044
Si 2.646 8.136 16.217 -0.028 0.101 0.016
Si 0.045 10.993 16.288 -0.088 -0.146 0.004
Si 2.691 13.656 16.356 0.047 0.003 -0.036
Si 5.421 16.347 16.399 0.104 -0.039 -0.07
Si 8.072 2.65 16.294 0.023 0.022 0.043
Si 5.43 5.439 16.279 -0.004 -0.019 0.022
Si 8.148 8.143 16.191 0.039 0.033 0.03
Si 5.516 10.895 16.213 -0.01 -0.062 0.046
Si 8.225 13.646 16.424 -0.084 0.001 -0.026
Si 10.87 16.309 16.395 0.085 0.05 -0.009
Si 13.612 2.681 16.369 -0.122 0.025 0.018
Si 10.925 5.396 16.18 0.054 0.062 0.091
Si 13.643 8.203 16.271 0.013 -0.036 0.067
Si 10.917 10.904 16.327 -0.022 0.112 0.032
Si 13.682 13.699 16.268 0.017 -0.103 0.089
Si 1.228 1.476 17.637 -0.024 0.039 -0.12
Si 4.019 4.179 17.707 -0.027 -0.046 -0.018
Si 1.304 6.722 17.594 -0.106 -0.067 -0.042
Si 4.048 9.55 17.454 0.056 0.028 -0.191
Si 1.365 12.311 17.79 -0.063 -0.042 0.118
Si 4.079 14.937 17.756 0.044 0.012 0.162
Si 6.736 1.33 17.807 0.069 0.135 0.11
Si 9.509 4.047 17.502 0.002 -0.009 -0.12
Si 6.822 6.808 17.608 0.028 -0.011 -0.004
Si 9.537 9.405 17.588 -0.041 -0.03 -0.076
Si 6.94 12.103 17.684 0.033 -0.089 -0.025
Si 9.516 15.03 17.914 -0.082 -0.012 0.164
Si 12.237 1.27 17.74 0.081 -0.096 0.009
Si 15.025 4.039 17.717 0.065 0.063 0.057
Si 12.289 6.731 17.58 -0.066 -0.157 -0.171
Si 15.05 9.627 17.577 0.069 0.169 -0.094
Si 12.28 12.388 17.633 -0.061 0.097 -0.15
Si 15.12 14.962 17.688 0.028 -0.049 0.044
Si 16.284 2.724 19.251 0.016 -0.238 0.376
Si 2.631 0.123 18.877 -0.035 0.025 0.041
Si 16.276 8.081 18.835 0.073 0.054 0.018
Si 2.667 5.54 19.151 0.051 0.077 0.36
Si 0.001 13.639 19.288 -0.16 0.1 0.179
Si 2.817 10.833 18.96 0.132 -0.041 0.135
Si 5.36 2.828 19.098 -0.149 -0.054 0.24
Si 8.048 16.402 19.354 -0.04 0.009 0.177
Si 5.311 8.172 18.8 0.054 -0.088 0.32
Si 8.315 5.49 18.908 -0.004 -0.015 0.174
Si 5.5 13.35 19.022 -0.021 0.118 0.107
Si 8.319 10.678 19.107 -0.126 -0.012 0.33
Si 10.648 2.583 18.926 -0.173 -0.003 0.167
Si 13.787 16.342 19.019 -0.107 0.153 0.323
Si 10.9 8.045 18.932 -0.069 -0.183 0.199
Si 13.62 5.387 19.012 0.024 0.245 0.122
Si 11.003 13.657 19.224 0.174 -0.108 0.346
Si 13.69 11.058 18.908 0.155 0.02 0.24
Si 1.456 3.997 20.511 0.025 0.173 0.068
Si 3.624 1.727 20.338 0.179 0.123 -0.07
Si 1.576 9.178 20.008 -0.242 -0.11 0.287
Si 3.866 7.221 20.469 -0.125 -0.074 -0.079
Si 1.204 15.426 20.376 0.182 0.064 -0.035
Si 4.477 11.709 20.453 -0.1 -0.008 0.235
Si 6.96 4.173 20.227 -0.046 0.118 -0.143
Si 9.015 1.831 20.683 0.101 -0.134 0.048
Si 6.597 9.391 20.271 0.14 0.003 -0.091
Si 9.993 6.371 20.435 -0.147 0.24 0.14
Si 6.657 14.76 20.465 0.038 -0.009 -0.329
Si 10.147 11.685 20.364 0.092 -0.225 -0.065
Si 12.062 3.959 20.063 -0.02 -0.213 0.072
Si 15.164 1.008 20.7 0.161 0.002 -0.553
Si 12.327 9.524 19.974 0.018 0.133 0.44
Si 14.509 7.261 20.243 -0.162 0.048 0.129
Si 12.611 15.031 20.548 -0.072 0.019 -0.393
Si 14.622 12.532 20.605 0.046 0.034 -0.225
Si 1.134 11.962 24.473 -0.003 0.086 0.325
Si 0.811 4.965 23.552 0.015 -0.077 0.361
Si 5.377 16.081 27.225 0.214 -0.067 0.131
Si 11.5 11.968 25.391 0.1 -0.056 0.026
Si 14.363 13.971 27.601 -0.029 0.013 -0.028
Si 16.135 10.383 22.277 0.056 0.028 -0.05
Si 3.869 15.702 21.874 -0.054 0.021 0.116
Si 10.16 2.566 23.494 -0.127 0.237 0.275
Si 6.387 6.783 22.045 -0.143 0.047 -0.046
Si 7.014 5.768 27.023 -0.052 -0.005 -0.026
Si 3.967 12.116 23.483 0.109 -0.085 0.356
Si 6.636 12.408 24.793 -0.101 0.083 0.331
Si 8.028 3.162 25.856 -0.014 -0.024 0.072
Si 12.597 1.441 22.14 0.132 0.219 -0.144
Si 10.404 5.752 23.295 0.11 0.083 0.218
Si 15.515 7.394 23.114 -0.034 -0.036 0.286
Si 8.564 13.188 22.602 -0.115 0.009 0.097
Si 13.577 11.058 27.504 -0.02 0.017 -0.09
Si 1.195 0.519 25.801 -0.013 -0.06 0.096
Si 2.038 7.486 28.585 0.003 0.006 -0.091
Si 15.838 7.196 27.207 -0.033 0.114 0.09
Si 3.947 9.456 27.37 0.109 0.027 -0.132
Si 15.072 4.513 25.618 -0.083 -0.189 0.105
Si 5.155 2.086 25.555 -0.073 0.053 0.146
Si 6.258 2.473 30.84 0.236 -0.091 -0.297
Si 8.335 3.819 28.809 0.107 -0.103 -0.094
Si 3.432 11.792 28.723 -0.056 0.261 -0.186
Si 10.186 14.531 24.854 0.014 0.019 0.4
Si 5.287 9.856 24.813 -0.061 0.144 0.122
Si 7.533 15.057 25.822 0.024 0.001 0.245
Si 10.781 7.04 26.004 0.09 0.054 0.152
Si 13.066 6.078 24.535 -0.09 -0.071 0.045
Si 9.791 9.732 25.334 -0.004 0.02 0.111
Si 13.508 8.379 29.114 0.005 0.058 -0.13
Si 12.982 14.36 25.061 0.053 -0.019 0.136
Si 0.067 2.643 27.386 -0.031 0.01 0.084
Si 2.018 14.102 29.799 -0.189 0.058 -0.262
Si 2.343 3.223 25.456 0.002 -0.148 0.039
Si 16.252 10.114 26.668 0.067 0.051 0.076
Si 3.712 2.498 29.697 0.075 -0.035 -0.305
Si 15.545 14.9 30.209 0.083 -0.042 -0.236
Si 4.181 14.203 32.066 0.071 0.148 -0.374
Si 5.096 15.842 24.495 0.149 -0.068 0.285
Si 9.581 12.666 30.408 0.092 0.119 -0.173
Si 6.006 10.507 29.247 0.055 0.038 -0.206
Si 7.349 7.793 24.639 0.095 0.239 0.403
Si 1.061 10.018 29.615 -0.058 0.105 -0.326
Si 4.519 5.514 29.058 0.135 -0.016 -0.194
Si 15.505 1.591 30.106 -0.094 -0.052 -0.301
Si 12.693 1.401 30.699 -0.076 0.024 -0.25
Si 10.368 7.757 28.826 0.034 0.149 -0.181
Si 10.487 3.522 30.943 0.311 0.063 -0.272
Si 8.943 10.59 28.2 0.064 0.061 0.079
Si 15.89 14.519 25.073 0.003 0.023 0.312
Si 3.926 2.57 32.606 0.082 -0.087 -0.212
Si 6.278 16.164 32.117 -0.013 -0.02 -0.332
Si 5.835 9.66 32.015 0.056 0.177 -0.199
Si 2.906 0.043 28.308 -0.054 -0.103 -0.008
Si 0.681 10.135 32.407 -0.217 0.057 -0.255
Si 2.541 7.843 32.958 -0.016 -0.085 -0.216
Si 10.885 15.391 31.217 0.116 -0.019 -0.434
Si 3.475 10.653 33.002 0.128 0.131 -0.23
Si 4.962 6.615 31.889 -0.063 -0.004 -0.264
Si 7.129 13.543 31.99 0.184 0.011 -0.394
Si 13.397 13.713 32.22 -0.039 0.11 -0.228
Si 10.241 6.597 31.686 0.122 -0.092 -0.267
Si 14.766 1.647 32.837 -0.193 -0.014 -0.101
Si 12.88 8.304 31.974 -0.046 0.023 -0.135
Si 9.713 1.212 32.945 0.197 0.002 -0.363
Si 11.842 11.202 32.103 -0.066 0.256 -0.238
O 1.211 15.267 34.288 0.13 0.015 0.18
O 14.326 2.766 33.923 0.2 -0.022 0.039
O 5.355 3.205 32.018 -0.146 0.104 0.265
O 4.293 1.401 33.723 -0.156 -0.246 0.262
O 15.344 6.633 34.588 -0.015 0.263 0.364
O 0.909 4.56 34.664 0.428 -0.288 0.199
O 2.418 7.068 34.382 -0.08 0.235 0.022
O 1.392 9.445 35.114 -0.007 0.083 0.304
O 12.137 9.705 31.574 -0.068 0.011 -0.104
O 16.032 10.595 33.561 0.274 -0.041 0.36
O 4.726 15.726 31.711 -0.229 -0.054 -0.013
O 2.992 13.768 31.048 0.164 -0.302 0.225
O 7.281 15.075 31.46 -0.214 0.049 -0.04
O 6.289 16.089 33.761 0.178 -0.105 0.011
O 8.49 1.646 33.946 -0.351 -0.012 0.021
O 7.106 4.036 34.32 -0.513 -0.073 0.305
O 5.396 5.79 33.231 -0.089 -0.032 0.156
O 3.329 6.901 31.892 -0.029 0.273 -0.118
O 6.367 10.094 33.53 0.048 -0.106 0.449
O 3.514 9.079 33.449 -0.104 -0.311 0.295
O 4.179 11.491 34.214 -0.023 -0.002 -0.077
O 1.986 11.131 32.642 0.048 0.016 0.185
O 9.689 12.38 34.577 -0.136 -0.073 0.465
O 7.672 13.506 33.512 0.199 -0.041 0.222
O 9.756 16.159 32.146 -0.5 -0.014 0.323
O 10.994 1.078 33.951 0.093 0.078 0.233
O 15.627 0.496 33.615 0.221 0.142 0.356
O 11.63 0.189 30.338 -0.092 -0.106 -0.019
O 10.2 6.172 34.607 -0.379 0.271 -0.172
O 12.233 4.224 34.589 -0.269 0.063 0.818
O 13.631 8.297 33.425 0.22 -0.086 0.38
O 13.479 9.966 28.701 0.17 0.129 0.346
O 11.723 11.039 33.715 -0.219 -0.366 0.382
O 13.054 12.213 31.667 0.221 -0.141 0.051
O 13.863 13.557 33.769 -0.014 0.044 0.228
O 12.226 15.255 34.799 -0.038 0.074 0.089
O 0.906 4.554 21.984 0.105 -0.222 -0.484
O 13.595 4.581 24.931 -0.043 0.116 0.077
O 3.842 0.927 21.767 0.089 0.027 0.287
O 2.654 2.935 20.916 -0.101 -0.248 -0.454
O 0.489 10.028 20.9 0.058 -0.009 0.182
O 15.64 9.022 23.045 -0.107 0.199 -0.24
O 4.736 6.985 21.884 -0.104 0.101 -0.179
O 2.62 8.247 20.949 -0.05 0.105 -0.563
O 12.147 11.263 26.727 -0.214 0.154 -0.192
O 2.424 15.025 21.469 -0.151 -0.032 -0.104
O 3.828 12.333 21.868 0.24 -0.173 -0.146
O 2.653 12.538 24.355 0.007 0.321 -0.305
O 6.573 5.294 21.376 0.074 0.067 -0.106
O 7.855 2.987 20.946 0.227 -0.128 -0.267
O 4.758 1.033 24.387 0.134 -0.113 -0.019
O 9.302 2.611 24.94 0.199 0.002 -0.084
O 5.593 10.555 20.976 0.003 0.125 -0.195
O 7.054 8.105 21.278 0.342 0.31 -0.215
O 9.697 6.627 22.09 -0.123 0.056 -0.38
O 8.628 8.847 24.604 -0.091 -0.026 -0.31
O 7.54 14.03 21.657 -0.225 -0.056 -0.086
O 5.219 15.349 21.026 -0.003 0.163 -0.024
O 7.249 13.443 25.893 0.102 -0.24 0.099
O 9.502 12.181 21.776 -0.163 0.138 0.191
O 11.148 5.207 20.643 -0.074 0.041 -0.007
O 12.486 2.797 21.185 -0.21 0.311 -0.096
O 14.267 1.267 22.108 0.142 0.189 0.142
O 0.035 16.391 21.117 -0.001 0.011 -0.29
O 13.399 8.451 20.755 0.358 -0.061 -0.697
O 11.305 10.546 20.884 -0.301 0.102 -0.462
O 0.454 6.578 23.649 -0.121 0.098 -0.361
O 15.216 6.76 21.642 -0.095 -0.276 -0.18
O 13.627 13.798 21.169 -0.035 -0.043 -0.209
O 12.091 16.343 21.561 -0.081 -0.46 -0.029
O 0.51 15.775 24.878 0.095 0.154 -0.385
O 14.997 11.516 21.89 0.012 0.186 -0.087
O 2.142 4.465 24.395 -0.024 -0.068 0.079
O 0.864 11.042 25.8 -0.015 -0.195 0.152
O 7.549 4.74 25.853 -0.099 0.075 -0.169
O 16.041 4.144 24.357 0.029 -0.085 -0.283
O 0.759 6.665 28.013 0.195 -0.128 0.114
O 12.024 6.011 23.287 0.176 -0.172 -0.175
O 2.624 8.536 27.485 0.176 0.101 0.073
O 14.606 7.589 28.204 0.02 0.221 -0.093
O 10.423 13.164 25.736 -0.093 -0.169 0.001
O 0.893 11.028 23.189 -0.014 -0.189 -0.154
O 15.152 3.423 26.819 -0.156 -0.007 -0.209
O 1.429 3.425 26.837 0.168 0.042 0.096
O 4.153 15.174 23.382 -0.105 0.038 -0.312
O 6.745 15.635 24.479 0.001 0.044 0.047
O 6.684 2.497 25.215 -0.095 -0.267 -0.19
O 7.345 3.387 30.058 -0.188 0.231 0.071
O 7.158 6.619 23.508 0.048 -0.293 -0.282
O 7.151 7.209 26.196 0.217 -0.086 -0.136
O 4.571 8.994 25.969 0.022 -0.182 0.056
O 10.904 8.645 25.793 0.225 -0.038 0.151
O 5.255 12.934 24.097 -0.056 0.046 -0.241
O 4.236 10.523 23.777 0.09 -0.13 0.034
O 6.275 10.985 25.494 -0.015 0.027 -0.168
O 9.116 15.435 25.702 0.091 0.112 0.07
O 11.707 1.905 23.495 0.203 -0.359 -0.222
O 9.479 1.662 22.293 0.024 -0.277 -0.363
O 10.14 4.157 23.098 0.198 0.097 -0.081
O 12.327 6.545 25.921 -0.161 0.167 -0.099
O 9.927 6.275 24.81 -0.292 -0.132 -0.221
O 6.165 8.755 24.057 -0.168 -0.043 -0.111
O 14.074 12.469 28.158 0.187 -0.009 0.225
O 14.244 7.106 24.1 0.22 0.005 -0.197
O 14.716 10.614 26.418 -0.131 -0.237 -0.014
O 9.52 14.241 23.398 -0.041 0.162 -0.314
O 0.117 13.22 24.356 -0.21 0.053 -0.397
O 13.089 14.465 26.701 -0.212 -0.195 -0.055
O 0.02 1.14 26.749 -0.115 -0.122 0.052
O 2.312 16.262 26.8 0.023 -0.295 -0.155
O 2.915 3.543 33.416 -0.063 0.036 -0.146
O 4.412 15.777 28.484 0.047 0.213 -0.049
O 5.237 1.911 29.704 -0.129 -0.193 -0.044
O 16.278 8.511 26.32 0.065 -0.005 -0.007
O 0.12 10.409 30.897 -0.051 0.079 0.298
O 2.442 10.891 29.669 0.053 -0.153 0.362
O 0.225 10.306 28.251 0.048 0.167 0.223
O 1.864 1.728 24.906 0.165 -0.089 -0.031
O 3.978 3.213 25.699 0.006 0.107 0.102
O 5.236 1.286 26.975 -0.319 0.023 -0.02
O 6.965 15.682 27.242 -0.012 0.121 -0.097
O 4.708 15.251 25.972 -0.115 0.021 -0.109
O 7.942 5.346 28.334 -0.015 0.14 0.152
O 9.826 3.71 29.454 0.025 -0.048 -0.181
O 1.474 8.44 29.784 -0.264 0.146 0.026
O 6.685 10.094 30.685 -0.192 -0.204 0.123
O 5 11.833 29.258 -0.016 0.019 -0.016
O 9.21 10.592 26.594 0.195 0.115 0.039
O 3.513 11.04 27.265 -0.135 -0.178 -0.08
O 5.042 9.306 28.601 -0.028 0.012 0.297
O 7.749 12.222 23.627 0.392 -0.207 -0.179
O 9.586 11.909 28.951 -0.043 -0.064 0.033
O 16.352 2.465 29.01 -0.011 0.124 -0.004
O 10.081 6.848 27.469 -0.106 -0.284 0.151
O 9.822 7.002 30.154 -0.136 -0.037 0.044
O 2.66 13.224 28.563 -0.108 0.111 -0.174
O 13.891 8.087 30.688 0.159 0.067 0.125
O 9.613 9.211 28.778 0.035 -0.069 0.248
O 7.324 10.694 28.32 -0.093 -0.07 -0.177
O 10.684 10.845 24.5 -0.14 0.114 0.115
O 14.407 14.869 24.436 0.06 -0.039 -0.336
O 12.719 12.777 24.617 0.11 0.072 -0.302
O 15.698 14.112 26.655 0.222 -0.153 -0.061
O 16.023 0.051 30.35 0.14 0.071 0.193
O 15.613 2.312 31.586 0.23 -0.059 0.3
O 2.839 1.634 28.64 -0.299 0.012 -0.02
O 0.425 13.863 30.101 0.044 -0.259 0.282
O 2.035 15.67 29.408 0.111 0.077 0.207
O 11.991 7.85 28.868 -0.051 0.022 0.256
O 3.102 2.244 31.208 -0.109 -0.2 0.179
O 3.831 4.036 29.179 0.065 -0.192 -0.206
O 14.586 14.9 28.891 0.13 0.002 0.123
O 15.41 5.965 26.265 -0.15 0.18 -0.111
O 3.475 14.066 33.52 0.049 0.026 0.125
O 8.284 2.839 27.468 0.034 -0.195 0.172
O 6.892 1.156 31.55 0.133 0.026 0.015
O 10.152 14.219 30.304 0.175 0.012 0.081
O 12.047 14.625 32.065 -0.087 -0.225 0.138
O 1.154 8.55 32.463 0.001 -0.133 0.119
O 5.734 8.046 31.937 0.06 -0.253 0.306
O 3.251 6.513 28.966 -0.124 -0.181 0.286
O 5.308 5.866 30.462 -0.048 0.234 0.368
O 5.511 13.221 31.988 -0.07 -0.007 -0.071
O 5.486 5.654 27.707 -0.153 -0.132 0.001
O 11.658 15.239 24.644 -0.014 -0.052 -0.08
O 4.472 10.545 31.72 -0.279 -0.01 -0.004
O 10.393 4.957 31.719 0.12 0.069 0.059
O 9.73 2.413 31.853 -0.116 -0.331 0.393
O 13.399 1.034 32.144 0.215 -0.304 0.261
O 13.925 1.524 29.621 0.062 0.176 -0.217
O 9.11 7.268 32.709 -0.262 0.311 0.385
O 11.986 2.887 30.715 -0.15 0.203 0.271
O 11.727 7.161 32.044 -0.107 0.036 0.321
O 8.036 12.657 30.966 -0.357 -0.209 0.318
O 10.468 11.781 31.446 0.052 -0.062 0.191
O 14.652 14.38 31.448 0.022 -0.14 0.158
Si 0.038 16.382 5.396 -0.005 0.039 -0.012
Si 2.713 2.751 5.438 -0.073 -0.02 0.007
Si 0.026 5.473 5.445 0.064 0.132 0.028
Si 2.77 8.265 5.318 0.068 0.107 -0.028
Si 0.015 11.009 5.369 0.037 0.042 -0.019
Si 2.747 13.717 5.283 0.047 0.023 -0.087
Si 5.434 0.019 5.294 -0.03 -0.004 -0.077
Si 8.141 2.744 5.344 0.017 -0.011 -0.038
Si 5.499 5.49 5.421 0.011 -0.035 0.018
Si 8.246 8.195 5.336 0.017 0.016 -0.036
Si 5.493 10.942 5.252 -0.011 0.018 -0.145
Si 8.142 13.659 5.273 -0.054 -0.069 -0.081
Si 10.892 16.398 5.384 -0.02 -0.044 0.016
Si 13.663 2.746 5.446 0.062 -0.012 -0.006
Si 10.881 5.504 5.419 0.023 -0.034 0.028
Si 13.582 8.286 5.463 0.011 -0.095 0.054
Si 10.891 10.978 5.334 0.005 -0.002 -0.018
Si 13.664 13.681 5.326 -0.051 -0.013 -0.014
Si 1.367 1.354 6.777 0.042 -0.015 0.035
Si 4.106 4.119 6.761 -0.021 0.03 0.008
Si 1.408 6.89 6.727 0.018 -0.135 -0.003
Si 4.133 9.618 6.689 -0.103 -0.015 -0.01
Si 1.392 12.372 6.707 -0.094 -0.012 0.002
Si 4.096 15.055 6.689 -0.033 -0.005 0.005
Si 6.789 1.362 6.704 0.009 0.014 -0.027
Si 9.512 4.098 6.737 -0.014 0.076 -0.006
Si 6.872 6.862 6.748 0.001 -0.04 0.001
Si 9.562 9.588 6.72 -0.003 -0.033 -0.009
Si 6.812 12.298 6.674 0.024 0.028 0.015
Si 9.514 15 6.691 0.133 -0.015 0.003
Si 12.269 1.357 6.757 -0.05 0.048 0.003
Si 15.036 4.113 6.794 -0.027 -0.025 -0.015
Si 12.247 6.866 6.789 -0.042 0.063 0.026
Si 15.03 9.639 6.743 0.003 -0.016 -0.008
Si 12.283 12.323 6.703 0.013 0.001 -0.03
Si 15.03 15.026 6.726 0.014 0.003 -0.007
Si 16.393 2.72 8.131 -0.025 0.017 -0.001
Si 2.742 16.386 8.109 -0.026 0.027 0.014
Si 16.4 8.237 8.08 -0.012 0.01 0
Si 2.738 5.495 8.105 0.023 0.034 0.018
Si 0.001 13.682 8.101 0.033 0.003 0.011
Si 2.746 10.973 8.064 0.018 0.005 -0.007
Si 5.449 2.719 8.107 -0.016 -0.001 -0.001
Si 8.163 16.385 8.06 -0.006 0.025 -0.009
Si 5.473 8.233 8.081 0.032 0.007 -0.007
Si 8.184 5.466 8.129 0.002 -0.014 0.009
Si 5.453 13.669 8.053 -0.017 -0.011 -0.003
Si 8.177 10.948 8.071 0.023 -0.015 -0.011
Si 10.89 2.73 8.102 0.058 0.023 0
Si 13.65 16.386 8.098 -0.02 -0.016 -0.006
Si 10.892 8.231 8.135 0.028 -0.044 0.017
Si 13.64 5.486 8.12 0.029 0.023 -0.005
Si 10.902 13.666 8.074 -0.025 -0.007 0.008
Si 13.648 10.978 8.102 0.034 -0.002 0.012
Si 1.364 4.108 9.461 -0.012 0.004 -0.004
Si 4.091 1.353 9.477 0.002 -0.008 0.01
Si 1.368 9.604 9.437 -0.009 -0.02 -0.018
Si 4.107 6.858 9.458 -0.035 -0.041 0.003
Si 1.365 15.035 9.476 -0.034 0.004 0.001
Si 4.101 12.322 9.454 -0.021 0.008 -0.006
Si 6.817 4.079 9.472 -0.009 0.028 0.003
Si 9.526 1.339 9.45 0.002 -0.002 -0.003
Si 6.828 9.587 9.462 -0.021 -0.002 -0.009
Si 9.547 6.835 9.493 -0.006 0.014 0.006
Si 6.811 15.025 9.443 0.012 0.007 -0.014
Si 9.545 12.303 9.451 0.03 -0.023 -0.001
Si 12.269 4.096 9.464 -0.005 0.002 -0.001
Si 15.012 1.348 9.475 0.013 0.035 0.012
Si 12.289 9.594 9.466 -0.004 -0.04 -0.004
Si 15.031 6.857 9.453 -0.012 -0.019 0.005
Si 12.271 15.022 9.454 0.001 0.006 0.001
Si 15.028 12.323 9.47 -0.022 -0.001 0.006

Results
total energy: -115449.942 eV
total energy less fixed offsets of O -438.35, Si -107.03 eV per atom: 16.398 eV
